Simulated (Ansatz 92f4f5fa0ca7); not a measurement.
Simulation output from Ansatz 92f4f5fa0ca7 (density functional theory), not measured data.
Periodic cell of 217 atoms, Si128O89, from a study of silicon, its oxide and their interface. The atomic structure is a simulated model.
This geometry differs little from another in the collection (a relaxation step or a small displacement).

Settings: functional r2SCAN; potential files Ansatz PAW; basis plane waves; wave-function cutoff 800 eV; density cutoff ratio 5; exchange-correlation grid ratio 1; k mesh 1 x 1 x 1, shifted by 0.5 0.5 0 of a step; self-consistency stop 1e-10 eV per atom in the density residual; occupations fixed; spin none; net charge 0.

Cell vectors (angstrom)
a  10.88  0  0
b  0  10.88  0
c  2.3905  2.7249  31.7158

Atoms and the computed forces on them: element, x, y, z (angstrom), force x, y, z (eV/angstrom)
Si  3.4943  2.6624  -2.1241  0.049  0.0521  0.2327
Si  6.9469  5.8619  -1.9744  -0.0356  0.0058  0.125
Si  4.2385  7.3572  -2.3355  0.0508  0.0834  0.1094
Si  7.4531  -0.4548  -1.8962  -0.0401  -0.1156  0.2669
Si  -1.2582  1.4923  -2.4908  0.1056  -0.0326  0.1968
Si  1.9097  5.2283  -2.0819  -0.0862  -0.0979  0.149
Si  2.4191  4.6395  -8.8181  0.0306  0.0141  -0.0146
Si  1.5226  0.203  -2.0189  -0.0712  0.0005  0.2037
Si  4.5173  3.1937  -0.0151  0.0344  0.0509  0.1274
Si  6.3039  4.9067  0.0758  -0.0643  -0.0998  0.0566
Si  4.5136  -2.2165  0.3153  0.1107  0.1204  0.0766
Si  6.2933  -0.5511  0.143  -0.0577  -0.0379  0.1167
Si  -0.8307  3.2368  -0.0426  0.1044  0.123  0.0629
Si  0.9255  5.0143  0.0551  -0.0579  -0.0485  0.1322
Si  9.9874  8.6663  0.2845  0.0872  0.0486  0.1661
Si  0.8861  -0.5023  0.1362  -0.0243  -0.0084  0.1488
Si  2.72  4.0785  1.3287  0.0227  -0.0029  -0.0135
Si  5.4601  6.7572  1.3719  0.0111  -0.0026  0.019
Si  2.6885  -1.3104  1.4804  -0.0071  0.0096  -0.0042
Si  5.425  1.3691  1.2573  -0.0029  0.0104  0.0012
Si  8.1897  4.0543  1.2515  -0.0225  0.0463  0.0783
Si  9.4626  5.4723  2.7014  -0.019  0.0216  0.0138
Si  8.1241  9.5323  1.4585  0.02  -0.0091  -0.0054
Si  -0.008  1.3875  1.2882  0.0239  -0.043  0.0005
Si  1.4149  2.661  2.7108  0.0089  -0.019  0.019
Si  4.0177  5.4799  2.7187  0.0166  -0.0136  -0.0245
Si  1.4224  8.0843  2.7729  -0.0114  0.0173  -0.0258
Si  4.0341  0.1216  2.758  0.0058  -0.0186  0.0172
Si  6.8699  2.6485  2.6391  -0.027  0.0112  -0.0232
Si  10.9124  6.7915  1.3745  0.0134  0.027  -0.0446
Si  6.8508  8.0685  2.7881  0.0326  -0.0002  0.0233
Si  9.4554  0.1111  2.7183  0.0207  -0.0141  0.0052
Si  2.7127  1.3878  4.1888  -0.0019  -0.0118  0.0007
Si  5.4535  4.0571  3.9617  0.0027  0.0154  -0.0667
Si  2.7379  6.7842  4.1595  -0.0139  0.0155  -0.0133
Si  5.4296  9.5299  4.0462  -0.0003  -0.0004  -0.0178
Si  8.136  1.3831  4.1272  -0.0006  -0.0081  -0.0154
Si  10.8811  4.077  4.0238  0.0009  -0.0097  -0.0435
Si  8.1799  6.7664  4.1829  -0.0217  -0.0107  0.0078
Si  10.862  9.5279  3.9886  0.0134  0.0268  -0.0376
Si  4.1362  2.7711  5.44  -0.0486  -0.0193  -0.0227
Si  6.7632  5.3692  5.4298  0.0408  0.0517  -0.0206
Si  4.0817  8.1716  5.4563  0.0097  -0.03  -0.0322
Si  6.7946  -0.0002  5.4506  0.0288  0.0045  -0.0233
Si  9.5085  2.7346  5.4297  -0.0078  -0.0361  -0.0253
Si  1.3546  5.4303  5.4498  0.0257  0.011  -0.0058
Si  9.5629  8.2026  5.4402  -0.0421  -0.0271  -0.0242
Si  1.3169  -0.0506  5.4322  0.022  0.0495  -0.0335
Si  2.7578  4.1046  6.8002  0.0192  -0.0016  0.0092
Si  5.4279  6.7673  6.7784  -0.0125  0.0224  0.0292
Si  2.6831  9.4925  6.8106  -0.0162  0  0.0203
Si  5.4702  1.3975  6.8129  -0.0195  -0.0127  0.0253
Si  8.1314  4.0452  6.8124  -0.001  0.0106  0.0052
Si  0.0344  6.8412  6.804  -0.0038  0.0096  0.023
Si  8.1918  -1.3337  6.8045  -0.0122  0.0083  0.0239
Si  10.8258  1.3184  6.7681  0.0046  -0.0057  0.0127
Si  1.339  2.6976  8.019  0.0003  -0.0003  -0.0172
Si  4.0922  5.455  8.2278  -0.025  -0.0077  -0.0059
Si  1.3635  8.16  8.2705  0.0139  0.0192  -0.0474
Si  4.0568  0.0218  8.0706  0.0176  -0.0072  -0.049
Si  6.8241  2.7034  8.2739  0.0063  0.0009  -0.045
Si  9.5116  5.4574  8.0599  0.0104  -0.0131  -0.0209
Si  6.8139  8.1419  8.0626  0.005  0.0386  -0.01
Si  9.5075  0.0155  8.2559  -0.0066  -0.0155  -0.0205
Si  2.6487  1.3519  9.3726  0.0224  -0.0302  -0.0096
Si  5.4533  4.0938  9.626  0.014  -0.022  -0.0285
Si  2.734  6.7842  9.634  -0.0142  0.0042  -0.0782
Si  5.4474  -1.3491  9.3495  -0.0489  0.0152  0.0512
Si  8.1796  1.36  9.7011  -0.0041  0.0167  -0.0795
Si  0.0027  4.0705  9.3392  0.0118  0.0096  0.0401
Si  8.1624  6.7887  9.4045  -0.0059  0.0022  0.0173
Si  -0.0135  9.538  9.6581  -0.0084  -0.008  -0.036
Si  3.9532  2.6689  10.7792  0.0117  0.0151  0.0346
Si  6.901  5.5001  10.9106  0.0089  0.029  0.074
Si  4.1687  8.237  10.8249  -0.0363  -0.0261  0.0228
Si  6.7229  -0.1047  10.8961  0.0617  -0.0222  0.0746
Si  -1.2356  2.8358  10.8974  0.0055  -0.0201  0.0537
Si  1.3022  5.3164  10.8281  0.0227  0.0196  0.0676
Si  7.664  -1.9208  12.1296  -0.0483  -0.0197  -0.1424
Si  1.4091  0.0827  10.9334  0.0104  0.0134  0.0384
Si  2.3024  3.6287  12.1831  -0.0249  0.0019  -0.1094
Si  5.933  7.3003  12.0848  0.0208  0.0202  -0.1142
Si  3.1929  -0.9219  12.1045  0.0352  -0.0036  -0.0718
Si  4.8042  0.8361  11.9448  -0.0305  -0.0867  -0.1219
Si  -2.2113  4.5737  12.2049  0.0418  0.02  -0.1707
Si  -0.3897  6.3409  12.1054  -0.0014  -0.0345  -0.1566
Si  9.4546  8.0697  10.8791  0.0073  -0.0341  0.0804
Si  0.5595  1.9183  12.184  0.0111  0.0022  -0.1115
Si  -0.5877  1.4112  14.1503  0.0485  0.0028  -0.1454
Si  8.1212  -0.862  14.1484  -0.0466  0.0299  -0.1069
Si  5.5161  -1.1585  18.5275  0.0011  0.0331  -0.183
Si  5.9295  1.298  14.6557  -0.042  0.0064  -0.0904
Si  2.9626  3.1834  17.0605  -0.0275  0.0125  -0.2058
Si  2.9168  -1.7205  14.3288  0.0837  0.0466  -0.1619
Si  0.2735  7.1204  -3.8722  -0.0137  0.0154  0.132
Si  7.6374  -0.1661  -7.4004  -0.0447  0.0139  0.1333
Si  -0.415  0.8284  16.976  -0.006  -0.0297  -0.1662
Si  5.9229  0.3205  21.2607  0.0308  -0.0329  -0.0765
Si  8.1426  3.5942  14.3105  -0.0306  -0.0068  -0.0188
Si  6.1689  3.4048  21.0901  -0.0001  0.034  -0.0937
Si  -0.7091  0.2946  -9.0603  -0.0589  -0.0019  0.018
Si  0.6907  6.9606  14.1116  -0.0341  -0.0581  -0.076
Si  9.1678  7.9659  -1.7392  0.0375  0.0499  0.1737
Si  5.2325  4.7235  18.5022  0.0057  -0.0002  -0.2075
Si  3.7783  0.4003  16.5916  -0.018  -0.0163  -0.1627
Si  2.9026  4.6702  14.2446  0.0388  -0.0546  -0.1248
Si  5.4394  3.1655  -4.6392  -0.0033  -0.0141  0.126
Si  4.3051  7.2805  19.8279  0.0239  -0.013  -0.1308
Si  5.115  6.8708  14.2111  0.0409  0.03  -0.1222
Si  -0.294  6.0688  -8.3945  -0.0577  -0.0508  0.0834
Si  0.9289  -2.1221  -8.8175  0.0249  -0.0022  0.0335
Si  1.3201  7.7636  20.5418  -0.0529  0.0489  -0.1053
Si  0.026  4.8931  20.7331  -0.0345  -0.0044  -0.1467
Si  6.8147  4.9742  -4.1531  0.0202  -0.0853  0.1103
Si  8.2156  -0.9811  17.0432  0.0733  0.0134  -0.0958
Si  -0.8359  6.505  16.6602  -0.0125  -0.0045  -0.1244
Si  0.1484  3.8231  17.9233  0.0117  0.0067  -0.1688
Si  7.1959  5.9075  16.2761  0.0053  0.0105  -0.2102
Si  6.3104  6.5805  -6.4035  0.0676  -0.0443  0.1414
Si  2.5788  -1.8982  -4.1426  -0.0187  -0.0367  0.2051
Si  7.4637  0.8634  -4.5214  -0.0412  0.0149  0.1479
Si  9.0068  6.0082  -5.865  -0.0545  -0.0094  0.102
Si  2.8214  -0.6263  -6.8847  0.0332  -0.0466  0.1258
Si  1.8533  1.6781  -8.3406  0.0421  -0.0262  0.036
Si  5.2877  -2.0371  -8.0644  0.0074  -0.0291  0.065
Si  6.1521  1.9203  -9.1064  0.0499  0.0022  0.0353
Si  -0.264  -1.8869  18.2872  -0.0641  -0.0009  -0.1607
Si  4.9305  4.2309  -7.4232  0.0524  0.0034  0.124
O  8.4476  6.4975  -1.7267  -0.027  0.0037  -0.0201
O  3.8637  -2.4829  -1.1639  -0.0749  -0.0511  -0.093
O  8.7713  0.4651  -1.5525  -0.0262  0.0305  -0.0496
O  8.0135  -1.9226  -2.2967  -0.0033  0.0229  -0.126
O  -1.1816  2.8833  -1.6396  -0.0695  -0.0321  -0.0997
O  2.1216  8.1322  -9.7231  -0.0291  -0.0052  0.0124
O  4.3521  5.4247  14.1945  -0.0202  -0.0056  0.0187
O  -0.8732  6.8055  -4.9203  -0.0182  0.0108  -0.0673
O  2.2586  3.6805  -2.4229  0.0323  0.0336  -0.0961
O  4.4847  2.695  -3.4091  0.017  -0.0133  -0.1846
O  6.406  1.9419  -5.0584  0.0185  -0.0431  -0.077
O  -0.3844  4.9674  16.9067  0.0252  -0.0323  0.0698
O  0.1731  -0.939  -9.6286  0.0035  0.0077  -0.0314
O  0.869  6.225  20.4176  0.0195  -0.0196  0.04
O  4.5773  3.5981  -5.9609  -0.0721  0.0105  -0.1364
O  -1.0106  5.4398  -7.0922  0.0591  -0.0194  -0.1121
O  6.2048  5.2142  -7.2777  -0.0301  -0.0379  -0.0949
O  0.2791  1.3596  -8.3672  -0.0183  0.0169  -0.0058
O  5.8072  7.0358  -2.1934  -0.0044  -0.0466  -0.0275
O  6.9491  1.2001  -7.9097  -0.0162  0.0213  -0.0364
O  3.867  8.1114  -3.7052  -0.0043  0.0001  -0.0842
O  0.2458  0.9422  -2.7252  -0.0437  0.0393  -0.087
O  8.2537  4.864  -4.9781  -0.0479  0.0369  -0.0423
O  4.1945  -0.9246  -7.6694  -0.0167  0.0217  -0.0333
O  3.0183  -0.9272  -5.3294  0.0106  0.059  -0.123
O  1.9912  -1.0327  -2.9278  0.0443  -0.0987  -0.1265
O  2.5616  1.2206  -9.7165  -0.0362  0.0006  0.0053
O  7.8696  4.7209  15.4201  0.0177  0.0303  0.0931
O  6.037  -0.5615  19.9275  0.0159  0.0409  0.1108
O  4.3415  3.5841  17.7907  0.0538  0.0083  0.0942
O  6.7703  0.103  -3.2602  -0.0234  0.0413  -0.1405
O  9.136  -0.277  -7.966  0.0699  -0.0155  -0.0465
O  8.4967  -1.612  15.5554  0.0317  -0.0018  0.1022
O  8.4544  6.6671  16.9551  -0.0007  0.0281  0.0746
O  1.243  5.6441  -8.4608  0.024  0.009  0.0045
O  6.8955  2.5685  14.4884  0.0266  0.0194  0.0184
O  5.0059  7.2462  21.2936  0.0134  -0.0136  0.0603
O  -0.5703  6.8507  15.1092  -0.0641  0.001  0.0887
O  9.3976  1.0473  -10.2426  0.0226  -0.0417  0.0352
O  6.2008  5.3719  17.4019  -0.0699  -0.0357  0.142
O  6.7425  -0.0785  14.4948  -0.0178  0.0431  0.0102
O  1.763  5.7979  14.4911  -0.0052  0.0484  0.0726
O  0.9138  5.7806  -3.2325  0.0163  0.0082  -0.1004
O  8.854  0.5214  16.9594  -0.0139  0.0183  0.0435
O  2.8194  7.8914  19.9593  0.0031  0.0064  0.0263
O  8.8211  1.5704  -3.9114  -0.0372  0.0386  -0.1195
O  6.6614  -1.0235  17.4013  -0.0394  0.0018  0.0421
O  5.0857  1.1902  16.0202  0.0168  0.0091  0.1036
O  3.3431  6.0167  -2.1409  -0.0237  -0.0168  -0.0026
O  1.7624  3.8677  17.8889  0.0111  0.0201  0.083
O  2.8068  1.2052  -1.9339  0.0065  -0.0148  -0.0143
O  4.0729  8.0463  14.6314  -0.043  -0.0045  0.0817
O  5.2067  0.8861  -9.9044  -0.0003  -0.034  -0.0073
O  7.7365  -0.1277  -5.774  0.0326  -0.058  -0.1079
O  5.9559  6.2047  -4.8672  0.0048  0.0824  -0.062
O  9.4994  2.7558  14.6395  -0.0407  0.034  0.0451
O  0.1971  0.8879  15.4693  0.0238  -0.033  0.1116
O  1.4563  -2.4801  14.3345  0.0165  0.0084  0.0106
O  1.6054  -1.5083  -7.4778  -0.049  -0.0134  -0.0347
O  0.2982  -0.4651  17.6908  0.0395  -0.0243  0.0659
O  5.9264  1.853  20.8047  -0.0145  0.0178  0.0159
O  3.0827  -0.5832  15.4908  -0.002  0.0456  0.1185
O  -0.411  7.9887  -2.6981  0.0916  -0.0334  -0.1194
O  4.8434  1.4115  13.4812  0.0113  0.0425  0.0288
O  0.039  7.6013  17.4895  0.0329  0.0179  0.0643
O  6.3301  6.8602  15.2906  0.0362  -0.0195  0.1118
O  4.8225  -2.6594  -9.4895  -0.001  0.002  -0.0247
O  9.0032  -1.736  18.241  -0.0224  -0.0174  0.068
O  -0.4545  4.2226  19.3553  -0.0194  0.0232  0.1484
O  3.7491  5.134  -8.0556  -0.041  0.016  -0.0203
O  9.2451  0.2385  13.7151  -0.0216  -0.0146  0.0595
O  2.5228  0.9403  -7.0732  -0.0232  0.036  -0.0176
O  7.8697  7.0235  -6.4419  0.0046  0.0449  -0.0636
O  -0.208  7.684  -8.4024  0.0064  0.0597  -0.0261
O  2.0356  3.2399  -8.1463  -0.04  -0.0113  0.0141
O  6.1772  4.1367  19.661  0.0423  -0.0364  0.1097
O  5.1633  8.176  18.799  -0.0087  -0.0401  0.0684
O  7.2234  2.5762  -10.1145  -0.0105  0.0122  0.006
O  6.7624  -1.3822  -8.0204  0.013  -0.0028  -0.0487
O  5.2946  7.6874  -6.9396  -0.0462  0.0312  -0.0318
O  4.213  -0.4204  17.916  0.0126  -0.0253  0.0905
O  2.9347  3.6756  15.5153  0.0045  -0.0508  0.1383
O  1.4158  7.9695  -4.6151  0.0191  0.0254  -0.0752
O  -0.276  2.291  17.6317  -0.0079  0.024  0.0536
O  2.7596  1.5745  17.0451  -0.0167  -0.0194  0.0703
O  4.2407  5.811  19.1703  -0.0295  0.0217  0.0772
O  0.3425  -2.1036  19.7521  0.0456  -0.0202  0.1193
O  -1.1228  5.4998  -9.6415  0.0001  0.0124  0.0165
O  5.2225  3.0658  -8.4845  -0.0033  -0.0252  -0.0335

Results
free energy: -132639.090 eV
free energy less fixed offsets of O -570.45, Si -639.56 eV per atom: -5.360 eV

The program warned: the cutoff lies below the one the program advises for these potential files; the forces do not sum to zero within the program's tolerance; empty levels may hold ghost states of the PAW files; the exchange-correlation potential is rough where the density is thin.
